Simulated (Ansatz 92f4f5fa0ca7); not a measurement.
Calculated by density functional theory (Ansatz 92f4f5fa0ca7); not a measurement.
Periodic cell of 215 atoms, Si132O82B1, from a study of silicon, its oxide and their interface. The atomic structure is a simulated model.
Doubt: the cutoff is far below the 930 eV that the study's wrapper takes by default for these files, so forces and energies are approximate.
This geometry differs little from another in the collection (a relaxation step or a small displacement).

Settings: functional PBE; potential files Ansatz PAW; basis plane waves; wave-function cutoff 580 eV; density cutoff ratio 5; exchange-correlation grid ratio 1; k mesh 1 x 1 x 1, Gamma-centred; self-consistency stop 5e-08 eV per atom in the density residual; occupations fixed; spin none; net charge -1 e, with a uniform compensating background and no finite-size correction.

Cell vectors (angstrom)
a  10.938  0  0
b  0  10.938  0
c  0  0  31.5432

Atoms: element, x, y, z (angstrom)
Si  10.4314  0.5628  24.398
Si  6.042  10.4956  24.1805
Si  2.1351  3.252  24.1162
Si  8.7103  2.2756  24.3661
Si  0.5084  5.0479  24.2167
Si  5.0738  5.9027  24.2572
Si  3.3793  7.6386  24.2268
Si  7.8255  8.8272  24.0491
Si  1.3494  1.4784  25.4768
Si  6.9127  1.3044  25.5169
Si  4.0317  4.1003  25.3504
Si  9.6604  4.1344  25.4873
Si  1.452  6.8237  25.4412
Si  6.9447  6.9335  25.3135
Si  4.2277  9.5309  25.3696
Si  9.5373  9.6056  25.4959
Si  2.7621  -0.0136  26.6553
Si  8.2137  -0.0295  26.9572
Si  0.0246  2.7699  26.9338
Si  5.4663  2.7532  26.6818
Si  2.7509  5.4294  26.8566
Si  8.3885  5.6726  26.8037
Si  -0.1115  8.0686  26.8179
Si  5.5588  8.1999  26.8125
Si  4.1073  1.3663  28.075
Si  9.5921  1.3707  28.2379
Si  1.3431  4.1671  28.2567
Si  6.8826  4.1791  28.0132
Si  4.1568  6.8191  28.1486
B  9.5689  6.8244  28.0813
Si  1.347  9.5473  28.0363
Si  6.8946  9.4902  28.2567
Si  0.0509  -0.0309  29.5203
Si  5.4644  -0.0069  29.4826
Si  2.7484  2.7273  29.5161
Si  8.1699  2.7828  29.469
Si  -0.1681  5.6577  29.3186
Si  5.5192  5.4465  29.4996
Si  2.7393  8.2154  29.4384
Si  8.4063  8.0136  29.3474
Si  1.3911  1.3579  30.8897
Si  6.8192  1.3802  30.8223
Si  4.1265  4.0896  30.8681
Si  9.5676  4.174  30.7716
Si  1.3187  6.8462  30.7571
Si  6.9225  6.8233  30.8211
Si  4.0893  9.5741  30.8297
Si  9.589  9.4952  30.818
Si  2.7491  -0.0287  0.7042
Si  8.1857  -0.0271  0.6058
Si  -0.0354  2.777  0.6177
Si  5.4774  2.7076  0.6965
Si  2.6854  5.4854  0.6067
Si  8.2173  5.4329  0.6937
Si  0.0367  8.1811  0.6797
Si  5.4946  8.207  0.6123
Si  4.1167  1.3342  2.0619
Si  9.5237  1.3777  1.9673
Si  1.3187  4.1356  2.0116
Si  6.8539  4.0551  2.0587
Si  4.0729  6.8607  1.9603
Si  9.6055  6.7997  2.0387
Si  1.3801  9.5443  2.0642
Si  6.8255  9.5716  2.0262
Si  -0.0537  0  3.313
Si  5.472  -0.0269  3.4739
Si  2.6846  2.7279  3.3164
Si  8.1926  2.6745  3.4699
Si  -0.0173  5.4597  3.4974
Si  5.437  5.4735  3.2919
Si  2.7546  8.1876  3.4567
Si  8.2225  8.1824  3.3466
Si  1.281  1.3726  4.648
Si  6.8407  1.298  4.9
Si  4.0531  4.1209  4.6146
Si  9.5309  4.0541  4.8749
Si  1.3607  6.8653  4.8715
Si  6.825  6.8023  4.6492
Si  4.1053  9.5545  4.8765
Si  9.5658  9.5708  4.718
Si  2.6089  0.04  6.0756
Si  8.2239  -0.1366  6.2557
Si  -0.025  2.6496  6.1844
Si  5.3713  2.77  6.0422
Si  2.7472  5.4272  6.12
Si  8.086  5.4359  6.1475
Si  -0.0064  8.2966  6.2049
Si  5.5643  8.1446  6.1388
Si  3.4676  1.9411  7.1467
Si  10.0203  0.8268  7.4525
Si  1.7699  3.6549  7.3303
Si  6.2038  4.5251  7.3574
Si  4.6332  6.3024  7.2374
Si  9.1583  7.1866  7.2969
Si  0.8874  10.1545  7.4951
Si  7.4092  8.8824  7.4728
O  4.5543  6.5959  8.8724
O  1.4065  3.9775  8.9341
O  9.7347  6.5436  8.7271
O  1.3014  10.1023  9.1362
O  6.0744  4.2202  9.008
O  3.7131  1.6088  8.7405
O  7.1362  8.9604  9.1332
O  9.6496  1.0802  9.0631
O  8.2747  2.5602  22.7853
O  11.014  5.5417  22.6771
O  5.608  0.0739  22.6603
O  5.3028  5.4197  22.6727
O  2.1674  2.8121  22.4987
O  3.3095  7.8318  22.5611
O  8.3742  8.7408  22.4515
O  -0.1778  11.2252  22.7969
Si  2.1516  2.9662  12.891
Si  8.6847  1.3099  10.3457
Si  1.0609  4.4938  15.355
Si  7.5416  5.58  12.1958
Si  2.4164  8.1798  21.2584
Si  5.4152  7.7949  12.4604
Si  9.2732  0.4518  15.5007
Si  2.9193  -0.0484  16.6819
Si  10.4642  1.1541  12.6027
Si  7.7721  2.8355  21.2836
Si  9.1378  8.7815  14.4528
Si  1.4733  4.7717  10.3504
Si  4.4881  9.4819  19.1713
Si  11.0765  6.0982  21.1571
Si  6.6206  10.4428  14.8512
Si  5.3922  0.7303  21.2039
Si  2.3419  9.8099  10.3645
Si  0.4247  10.6363  21.4336
Si  5.8492  5.2598  21.169
Si  3.6405  7.0822  10.0977
Si  9.0384  5.6825  14.8457
Si  3.6595  4.0842  19.1207
Si  10.0293  3.6691  19.349
Si  4.2595  8.6633  15.3617
Si  0.4536  1.9175  17.18
Si  6.799  7.5355  19.2778
Si  5.2606  3.6235  16.7602
Si  7.7896  5.0193  17.5465
Si  6.6633  9.9234  10.3583
Si  4.3771  1.0559  10.0828
Si  -0.0311  9.0838  11.8927
Si  9.099  8.6288  20.9895
Si  4.5536  1.6647  14.5962
Si  2.4457  2.0858  21.0756
Si  6.3261  3.3462  10.3544
Si  3.4301  5.9102  16.7431
Si  9.8784  6.5321  10.336
O  0.1144  2.6274  18.6037
O  2.9314  9.6328  15.5911
O  10.8609  4.8113  20.1662
O  7.5804  2.4123  9.9312
O  10.9216  5.3363  10.7867
O  6.5959  6.7413  12.8576
O  10.3246  8.0546  10.7731
O  7.6713  9.4567  13.997
O  8.419  6.2093  10.9806
O  5.3701  10.4996  20.076
O  2.1604  3.7334  11.4361
O  7.9813  8.5429  19.7883
O  6.207  6.7287  20.5663
O  5.5089  2.7137  15.4264
O  1.2973  0.9314  20.7373
O  6.0516  9.0613  11.6179
O  4.6172  4.9834  16.1204
O  6.6019  3.9073  17.6453
O  10.5179  10.6613  11.8175
O  5.5832  0.4979  14.0038
O  8.023  5.1001  15.9482
O  9.7442  9.8133  15.5751
O  -0.3995  5.1462  15.1268
O  1.5643  6.8463  20.8177
O  1.5057  0.6384  17.1935
O  6.6044  1.7713  20.8562
O  1.013  1.7835  12.8348
O  3.2431  5.4924  18.334
O  9.5324  2.0084  11.5737
O  1.0101  3.0979  16.197
O  8.5671  5.1349  13.3858
O  10.2821  8.5709  13.3045
O  1.4535  9.4085  21.7143
O  10.081  9.9279  20.6472
O  3.1765  0.2156  10.8564
O  5.0709  2.3644  10.8132
O  1.7341  4.1438  13.9245
O  7.9184  10.8688  10.8368
O  9.1398  4.4714  18.2435
O  5.6437  9.487  15.7724
O  5.5317  -0.0296  9.7331
O  3.5895  2.3042  13.4105
O  1.9766  5.6404  16.0563
O  9.7098  1.052  14.042
O  4.4006  6.9455  11.5214
O  4.7459  4.5013  20.2462
O  9.9588  1.3321  16.6581
O  6.6629  4.3214  11.6315
O  5.586  8.4042  18.601
O  9.0671  2.7447  20.2877
O  3.6114  1.126  15.8043
O  4.2253  3.0815  17.9263
O  9.9107  7.2118  20.9296
O  3.351  8.6606  9.8099
O  3.9324  7.4178  16.3699
O  7.6389  0.4728  15.7065
O  8.9269  7.2977  15.0403
O  3.9333  1.4381  21.1489
O  1.594  9.1449  11.6809
O  2.319  6.1531  10.1873
O  7.3516  6.4641  18.1656
O  7.2109  4.3637  21.1498
O  4.5492  8.2417  13.7922
O  3.3501  8.6646  20.0106
O  2.4908  3.2347  19.8866
O  3.7344  10.3447  17.9919

Results
free energy: -130699.998 eV
free energy less fixed offsets of B -154.04, O -568.88, Si -635.61 eV per atom: 2.722 eV

Forces (eV/angstrom), in the order of the atoms: element, x, y, z
Si  -0.0027  -0.0457  -0.0599
Si  -0.0248  0.0275  -0.058
Si  0.0181  -0.0263  -0.0682
Si  -0.0117  0.0387  -0.0667
Si  -0.0295  0.0296  -0.0747
Si  0.0301  -0.0232  -0.0642
Si  -0.0301  0.0102  -0.0643
Si  0.0387  -0.0111  -0.0798
Si  0.0049  -0.0014  -0.0135
Si  -0.0028  -0.0054  -0.0109
Si  -0.0038  0.0019  -0.0066
Si  -0.0059  0.0111  0.0083
Si  0.0103  0.0015  -0.0011
Si  0.0033  0.0079  0.011
Si  0.0012  0.0025  -0.0056
Si  0.0159  -0.0027  0.0038
Si  -0.0085  -0.011  0.0479
Si  0.0021  -0.009  -0.0312
Si  -0.0009  0.021  -0.024
Si  0.0039  0.0056  0.0374
Si  -0.0028  0.0084  -0.0201
Si  -0.0861  -0.0836  -0.0022
Si  -0.2092  -0.1981  0.2189
Si  0.0122  -0.0095  -0.0072
Si  0.0033  -0.0081  -0.0261
Si  -0.0017  -0.0071  0.0749
Si  -0.0035  0.0128  0.0457
Si  -0.0078  0.0023  -0.0388
Si  0.0122  -0.0047  0.0175
B  0.3376  0.3255  -0.3242
Si  0.0206  -0.0004  -0.0323
Si  -0.0082  -0.0112  0.0384
Si  -0.018  0.0151  0.0001
Si  0.009  -0.01  -0.0084
Si  -0.0118  0.0117  -0.01
Si  0.0227  -0.0073  0.0041
Si  0.0064  -0.0723  0.1087
Si  -0.0017  0.0176  -0.0025
Si  -0.0086  0.0012  0.0129
Si  -0.0835  0.0105  0.1143
Si  0.0014  -0.0031  -0.0014
Si  -0.0058  -0.0042  -0.0023
Si  0.003  -0.0039  0.0012
Si  0.011  0.0117  -0.0087
Si  -0.0126  0.0083  -0.0092
Si  0.0113  0.0103  -0.0074
Si  0.0046  0.0042  -0.0021
Si  0.0096  -0.0135  -0.007
Si  0.0003  -0.001  -0.0018
Si  0.0005  0.0088  0.0044
Si  -0.0138  -0.0024  0.0055
Si  0.002  0.0011  0.0024
Si  -0.0028  -0.0001  0.0045
Si  0.01  0.0064  -0.0099
Si  -0.0043  -0.0083  -0.0121
Si  -0.0108  -0.0103  0.0071
Si  -0.0043  0.0041  -0.003
Si  0.0231  -0.0228  0.0143
Si  0.008  -0.0108  -0.0007
Si  -0.0132  0.0084  0.0006
Si  0.0232  -0.0079  0.0148
Si  -0.0135  0.0086  0.0089
Si  0.0018  0.0084  0.0003
Si  0.005  -0.0089  -0.0077
Si  -0.0451  0.0112  -0.067
Si  -0.0006  0.0022  0.0247
Si  -0.0041  0.0001  -0.0681
Si  0.0021  -0.017  0.0227
Si  -0.0088  0.0069  0.028
Si  -0.0116  0.0227  -0.0847
Si  0.0006  -0.0092  0.0207
Si  0.0218  -0.0025  -0.0332
Si  0.0021  -0.0048  0.0245
Si  0.0057  0.0006  -0.0254
Si  0.0031  -0.0024  0.0294
Si  0.0036  0.0105  -0.0317
Si  -0.0075  0.0018  -0.0256
Si  -0.0008  0.0026  0.0278
Si  0.0032  -0.0001  -0.0265
Si  -0.0003  -0.0005  0.0152
Si  0.0096  0.0063  0.0185
Si  -0.0014  -0.0003  -0.0038
Si  -0.0091  -0.0022  0.0111
Si  -0.0048  -0.009  0.0161
Si  -0.0001  0.0088  0.0055
Si  0.0023  0.0024  0.0099
Si  -0.0039  -0.0034  0.0044
Si  -0.0045  -0.0006  0.0067
Si  0.0319  -0.0341  0.0463
Si  -0.0145  0.013  0.0558
Si  -0.013  0.0175  0.0568
Si  0.0051  -0.0185  0.0551
Si  -0.0106  0.0219  0.0528
Si  0.0213  -0.0214  0.0443
Si  0.0168  -0.0076  0.0556
Si  -0.013  0.009  0.0533
O  0.025  -0.0233  -0.0632
O  0.008  -0.0261  -0.0746
O  -0.0177  0.0164  -0.0618
O  -0.0339  0.0108  -0.0702
O  -0.0042  0.028  -0.0701
O  -0.0172  0.0215  -0.0439
O  0.0181  -0.0166  -0.0623
O  0.0321  -0.0137  -0.0695
O  0.0243  -0.0235  0.0891
O  0.0174  -0.0307  0.083
O  0.022  -0.035  0.0811
O  -0.0279  0.0188  0.0917
O  -0.0133  0.0365  0.0966
O  0.0259  -0.0176  0.0823
O  -0.0405  0.0123  0.0846
O  -0.0229  0.0293  0.0761
Si  0.0023  -0.0111  0.014
Si  -0.0205  0.0101  0.0404
Si  -0.0023  0.004  0.004
Si  0.0003  0.0081  0.008
Si  -0.0071  0.0102  -0.0534
Si  0.0015  0.0001  0.0116
Si  -0.0084  -0.0078  0.0055
Si  -0.0096  0.0057  -0.0169
Si  0.0112  -0.002  0.0084
Si  0.0021  0.0176  -0.0603
Si  -0.0111  0.0059  0.0042
Si  0.0066  0.0112  0.044
Si  -0.0031  0.0029  -0.0258
Si  -0.0021  -0.0013  -0.0556
Si  0.0041  0.004  -0.0011
Si  -0.0178  0.0062  -0.0548
Si  0.0177  -0.0084  0.0311
Si  0.0182  -0.0114  -0.038
Si  0.0095  -0.0031  -0.0704
Si  -0.0222  0.0098  0.0344
Si  0.0102  0.0067  0.0052
Si  -0.0005  0.0107  -0.0326
Si  0.0027  -0.0071  -0.0253
Si  -0.0006  0.0072  0.0059
Si  0.0037  -0.0086  -0.014
Si  -0.0076  -0.0096  -0.0198
Si  0.0034  0.0017  -0.0048
Si  -0.0085  -0.0121  -0.0072
Si  -0.0152  0.0163  0.0282
Si  0.0175  -0.0068  0.0156
Si  -0.0112  0.0107  0.0094
Si  0.0059  -0.0113  -0.0514
Si  0.005  -0.0054  0.0018
Si  0.0171  -0.0063  -0.0597
Si  0.0098  -0.0215  0.0362
Si  -0.0038  0.005  -0.0085
Si  -0.0031  0.0046  0.0399
O  -0.0122  0.0149  0.0129
O  0.0021  -0.0008  0.005
O  0.0121  0.0307  0.0207
O  0.0015  0.0038  0.0067
O  0.0037  0.0001  -0.0057
O  0.0027  -0.0029  -0.0034
O  -0.0039  -0.016  -0.0064
O  0.0007  -0.0028  0.0022
O  0.0129  0.0034  -0.0065
O  0.0084  0.0275  0.0243
O  -0.0091  0.0211  -0.0222
O  0.025  0.0087  0.0184
O  -0.0075  -0.0175  0.0163
O  0.001  0.0026  0.002
O  -0.0084  -0.0071  0.0075
O  0.0093  0.0139  -0.0177
O  -0.0022  -0.001  0.0034
O  0.0063  0.0048  -0.0037
O  0.0034  -0.0057  0.0019
O  -0.0023  0.0003  0.0039
O  -0.0029  -0.0013  0.0059
O  0.0021  -0.0002  -0.0046
O  -0.0035  0.0003  -0.0011
O  -0.0015  0.0029  0.0038
O  -0.002  0.0015  -0.0014
O  -0.0007  -0.004  0.006
O  -0.0055  -0.001  0.003
O  0.0025  -0.0106  0.0119
O  -0.0166  -0.0052  -0.0177
O  -0.001  -0.0042  0.0013
O  -0.0105  0.0007  -0.0103
O  0.0113  -0.0004  -0.0128
O  -0.0021  0.0026  0.0027
O  0.0043  0.0035  0.0064
O  0.0042  -0.0008  -0.0062
O  0.0006  -0.0049  -0.0083
O  0.0017  -0.0062  -0.0051
O  -0.0044  -0.0004  -0.0085
O  0.0136  -0.0082  0.0107
O  -0.0043  -0.0042  -0.0023
O  -0.0014  0.0024  0.011
O  -0.0087  0.0054  -0.0028
O  0.0043  -0.0027  -0.0014
O  0.0067  0.0044  -0.0141
O  -0.0109  -0.0032  -0.0177
O  0.0267  0.0128  0.0266
O  0.0063  0.0057  -0.0002
O  -0.0061  -0.0148  -0.0157
O  0.0024  0.0007  0.0043
O  -0.0277  -0.0096  0.0213
O  -0.0016  0.0005  0.002
O  -0.011  -0.0007  0.0136
O  0.0016  0.0019  0.0029
O  -0.0013  -0.0003  0.0013
O  0.0014  -0.0016  -0.0018
O  0.0012  0.0018  -0.0023
O  0  -0.0028  -0.0023
O  0.0064  -0.0023  0.0029
O  0.0055  0.0083  -0.0104
O  0.0057  -0.0043  -0.0004
O  -0.0061  0.0199  0.0113
O  -0.0024  -0.0102  0.0052
O  0.0068  -0.0046  -0.0131
O  -0.0254  -0.0148  0.0242
O  -0.0114  -0.0252  0.0252
O  0.0173  -0.0141  0.0223

The program warned: the cutoff lies below the one the program advises for these potential files; the exchange-correlation potential is rough where the density is thin.
